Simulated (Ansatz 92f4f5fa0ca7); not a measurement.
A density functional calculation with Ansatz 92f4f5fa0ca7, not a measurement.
Periodic cell of 140 atoms, Si84O56, from a study of silicon, its oxide and their interface. The atomic structure is a simulated model.

Settings: functional r2SCAN; potential files Ansatz norm-conserving; basis plane waves; wave-function cutoff 1300 eV; density cutoff ratio 4; exchange-correlation grid ratio 1; k mesh 2 x 2 x 1, shifted by 0.5 0.5 0.5 of a step; self-consistency stop 5e-08 eV per atom in the density residual; occupations Fermi-Dirac, 0.05 eV; spin none; net charge 0.

Cell vectors (angstrom)
a	10.88	0	0
b	0	10.88	0
c	0	0	20.4167

Atoms and the computed forces on them: element, x, y, z (angstrom), force x, y, z (eV/angstrom)
Si	-0.1834	0.3258	-0.0713	-0.9662	3.0864	1.4701
Si	3.0922	2.6972	0.4096	0.2527	1.6153	-3.6142
Si	-0.2508	5.9034	0.418	0.5384	1.1589	0.1627
Si	5.4853	6.8961	-3.4032	-0.5259	2.4167	2.091
Si	4.8034	0.3761	0.3798	-0.9001	-0.1001	-0.5684
Si	8.5695	2.9071	-0.0374	1.2224	1.8884	-0.0076
Si	5.7035	4.7836	-0.9535	0.4352	1.7272	0.9068
Si	9.2543	7.7235	-0.1918	2.3024	2.0869	-0.7784
Si	1.5152	1.4193	1.3462	-2.7199	0.2999	0.2059
Si	4.5302	4.4661	1.3793	0.1554	-2.4328	-0.8803
Si	1.4235	6.927	1.7839	-0.9664	-1.2287	0.0353
Si	3.7323	9.6447	1.81	2.4153	-1.8894	-2.1328
Si	6.5136	1.5446	1.5478	0.6504	-2.8836	-0.728
Si	9.4664	4.4374	1.6972	0.2648	-2.3634	-0.8835
Si	6.8303	6.7774	0.8638	3.0051	-4.8076	-4.1861
Si	9.7751	9.6358	1.4389	-0.6795	-0.9549	-0.4521
Si	0.1538	2.8425	2.8071	-2.0374	-1.3652	-0.8479
Si	2.5222	0.1688	2.9384	-1.2778	-0.6249	0.7611
Si	0.0711	8.3389	3.0093	1.0755	0.603	0.4414
Si	2.7107	5.0083	2.6011	-0.7026	2.7438	1.8705
Si	5.5116	2.7996	3.0276	-0.4772	2.0629	0.5619
Si	8.2098	-0.0522	2.6988	-1.3348	0.7459	-1.0615
Si	5.4947	8.1599	2.7811	-2.7238	1.1899	1.2966
Si	8.003	5.8032	2.8374	-1.3553	-0.9675	-1.8642
Si	1.2178	4.0633	4.3374	1.6399	0.0121	0.3039
Si	3.7694	1.5842	4.1368	1.9639	-0.5997	1.057
Si	1.6389	9.5034	4.4939	-0.8764	-0.9941	-0.332
Si	4.0848	6.5551	4.1734	-0.318	-0.3882	-1.4255
Si	7.0235	4.269	4.2396	-2.6049	-0.5216	0.459
Si	9.4868	1.2915	4.0188	1.6843	1.1113	1.0112
Si	6.8369	9.4982	4.0146	0.1858	0.3786	0.4629
Si	9.3735	6.9462	4.0332	1.7474	1.8207	2.0772
Si	0.1721	-0.0028	5.5119	-2.3212	0.3597	0.6619
Si	2.7086	2.7859	5.7904	-1.6127	0.477	0.4542
Si	-0.2565	5.5029	5.4449	0.4173	-0.7627	0.3313
Si	2.8174	7.6689	5.7637	0.4003	2.0471	-0.4698
Si	5.1604	-0.2872	5.2349	1.2362	0.8646	1.0411
Si	8.2012	2.7806	5.4815	0.934	-1.1279	0.4532
Si	5.3127	5.3365	5.7025	0.6825	-1.1341	-0.7768
Si	8.2151	8.3621	5.498	-0.2831	-0.4059	0.3951
Si	1.2562	1.2244	7.1646	0.4421	-0.6987	-0.226
Si	4.1003	3.9464	7.2484	-0.1989	-1.0704	0.2771
Si	1.321	6.3346	6.9102	-0.6442	1.005	1.4147
Si	4.3995	9.0273	6.9411	-1.3848	0.2382	-0.0787
Si	6.9882	1.1197	6.6477	-1.9428	-0.0219	-0.0543
Si	9.5687	3.98	7.0163	1.2817	-1.1731	-0.0267
Si	6.9275	6.6467	6.52	0.7341	2.3774	0.8012
Si	9.6559	9.5356	7.0416	1.0474	-1.1673	-2.1712
Si	-1.2692	3.2028	9.791	-0.072	2.0198	-1.8554
Si	3.4895	-0.3462	8.6031	1.0859	-1.2904	-2.2813
Si	0.085	8.0213	8.314	-1.6942	-0.761	-0.7309
Si	2.2565	4.8439	8.5527	0.1627	-0.3773	-0.736
Si	5.3664	1.9719	8.2177	1.9649	0.3522	-0.0231
Si	8.392	0.0063	8.2227	-0.1935	0.963	0.6413
Si	5.6675	7.6722	8.2263	2.4105	1.4129	-1.2674
Si	8.3611	5.5971	7.9044	-2.0101	0.9771	1.6267
Si	0.8082	4.187	10.4404	0.7342	-1.2593	-2.2923
Si	4.8762	2.6635	13.0506	0.905	-2.1631	0.6158
Si	1.8418	8.8728	10.3712	-3.9496	-5.1464	1.3966
Si	3.5895	6.1812	9.8368	1.061	-0.9092	0.4691
Si	7.2842	3.7018	9.7266	-0.2828	0.9823	0.0855
Si	9.9465	1.0237	9.6603	1.7397	-0.4651	-1.5452
Si	7.6678	9.6237	9.9675	-1.8486	-2.2973	-1.8697
Si	9.1181	7.2032	9.9334	0.5038	0.6863	-1.1385
Si	-0.1314	-4.0187	11.6682	-0.1552	1.7697	-1.1975
Si	-2.7467	10.3191	14.0641	-0.5324	-1.3599	1.3783
Si	-0.9271	12.1167	12.1716	2.1054	0.5371	-2.1843
Si	3.1493	-0.5512	10.9499	1.9399	3.844	-0.49
Si	7.0173	5.89	13.7926	3.2456	-2.0375	2.5329
Si	-1.7966	3.8806	13.5135	2.6168	2.5339	1.1275
Si	-4.088	3.8331	15.0248	0.7516	1.1366	-1.6742
Si	2.1759	9.4705	17.741	2.3256	-1.0946	0.7518
Si	2.5646	6.7755	16.2679	-1.3714	-2.1314	1.2243
Si	2.1287	5.1822	19.0821	0.0436	0.5646	-2.6601
Si	-5.0659	11.0747	12.2783	1.1964	-1.975	-2.2107
Si	7.1849	3.5849	17.993	1.7252	-2.8964	1.2811
Si	10.3096	-0.8559	18.4515	-1.0983	-1.2132	-0.005
Si	5.3181	4.6016	11.9713	1.2068	1.8063	-0.0106
Si	8.1137	7.3118	15.2383	-1.3496	-0.03	0.9069
Si	2.7623	7.7419	20.5813	-1.5456	3.7443	-1.0318
Si	2.092	1.9199	12.0904	-2.2565	2.1476	1.9152
Si	5.1365	-0.818	17.8325	-2.8032	-1.2576	1.7706
Si	7.7713	11.3277	16.8933	-1.3707	-0.2548	2.4693
Si	10.7778	6.1056	14.7051	0.5138	0.2391	-0.0389
O	0.7809	-0.7051	-2.8415	-1.7348	1.3332	-0.7569
O	-3.4866	1.8787	-2.723	0.127	0.3443	-1.5366
O	2.3858	3.6087	-1.0345	1.3407	0.0086	1.7779
O	0.6076	5.4616	-0.8922	-0.3815	-0.3308	-0.728
O	-0.6991	8.4407	-1.4927	-1.5159	-0.1688	0.7723
O	2.1427	8.7771	-1.1544	1.3936	-0.4507	0.701
O	4.1694	6.6045	-4.3923	1.8247	1.0572	-0.4069
O	5.331	-2.4745	-2.6356	-1.157	0.0238	-0.6264
O	5.2513	-0.2895	-1.0029	1.6576	-2.1328	-3.1541
O	7.0479	2.3781	0.2316	0.768	0.5714	-0.2897
O	7.6809	-3.4154	-0.4664	0.06	-0.57	0.8424
O	16.8827	7.9959	1.2312	-2.2518	2.213	0.7894
O	3.0214	6.3298	-0.5466	1.1947	-1.2028	-0.5472
O	8.5803	3.744	-1.4931	-1.6594	0.3939	-0.5243
O	8.3873	11.2424	-5.0106	-0.7388	0.3023	-0.8983
O	-4.456	2.3847	9.4816	-0.9437	-0.5488	-0.7085
O	1.7832	3.3501	11.425	-0.6468	0.4259	0.2473
O	2.5557	1.0402	10.922	1.8978	-3.4262	-1.2048
O	3.3361	2.2252	13.1015	-1.3999	-0.626	0.5134
O	0.517	8.361	11.3739	2.1331	-0.286	-0.6381
O	0.6367	12.1875	12.6167	1.5573	-0.0821	0.6604
O	4.1728	5.3653	11.2202	-2.0734	0.871	-2.5103
O	2.8283	7.5816	10.0245	-0.0713	0.9678	1.1579
O	4.7577	0.6477	8.9864	-0.9432	1.0172	-0.6875
O	6.939	4.7313	8.4662	1.73	-0.8972	1.6036
O	11.4331	0.9758	8.6485	-1.0423	0.9695	1.3377
O	10.609	-3.9263	13.2878	0.5034	-1.4896	-0.0986
O	2.5784	11.0801	7.3258	-0.2092	1.0423	1.3384
O	6.8867	10.5993	10.9653	-0.5639	1.5247	2.3766
O	11.6785	5.6894	10.9074	-0.6994	2.1871	2.4716
O	5.3159	16.7144	18.2391	0.0843	-0.1874	-0.0288
O	5.5595	2.8584	14.5342	-0.1175	-0.238	0.4055
O	-2.0604	10.4003	17.8166	0.2012	1.0836	-0.6358
O	-1.2536	6.9152	15.6442	1.6462	-2.1174	-0.1267
O	-2.439	8.7711	14.6816	-0.5969	3.4601	-1.561
O	-1.328	13.7232	12.3461	-0.6341	0.1121	0.5467
O	9.6876	-9.0646	20.123	1.4008	-2.9445	0.5426
O	1.0659	-1.7316	8.9997	0.5031	0.5535	-0.1716
O	2.0562	8.2656	16.6426	1.0085	-0.8897	-0.3715
O	4.9875	6.4693	9.0181	-1.1876	-0.2294	1.3433
O	-4.4864	8.8528	9.1154	0.1463	-0.6588	0.9251
O	2.3921	5.6088	17.4317	-0.9557	-0.2003	2.4001
O	4.5642	10.0781	11.6733	-0.1664	1.2294	1.4297
O	6.9901	4.3044	16.5387	-0.0895	-1.0309	1.852
O	-3.8285	7.0476	16.5364	0.0799	0.2195	-1.4065
O	5.6859	5.8926	13.0117	-1.989	-0.31	-2.5224
O	3.7658	1.4428	19.9287	0.4539	0.8517	2.3345
O	-0.601	4.5251	14.5626	0.5299	0.4407	-1.5363
O	-4.293	10.1708	13.4684	0.7027	1.4683	0.3017
O	6.6914	4.1553	11.2014	-0.3137	0.8626	-0.1733
O	6.2403	-0.2777	16.8291	1.9078	1.1959	-0.3774
O	1.568	6.1803	15.0708	-1.8513	0.6775	0.1611
O	9.0881	11.0369	12.9056	-1.3056	-1.5384	1.8982
O	3.4601	10.4789	17.3489	1.5379	-2.045	1.2562
O	-2.4668	5.2976	13.0446	-0.2697	-0.8412	-1.173
O	8.2268	3.1028	14.5598	-2.4504	-1.4025	1.0166

Results
free energy: -35850.215 eV
free energy less fixed offsets of O -463.61, Si -117.95 eV per atom: 19.745 eV
pressure: -1.49 GPa
stress xx, yy, zz, yz, xz, xy (GPa, positive in tension): 0.73, 1.24, 2.52, -1.7, 1, 0.14
